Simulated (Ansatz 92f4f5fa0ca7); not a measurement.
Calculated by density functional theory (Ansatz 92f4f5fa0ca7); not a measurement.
Periodic cell of 213 atoms, Si131O78As1H3, from a study of silicon, its oxide and their interface. The atomic structure is a simulated model.
Doubt: the cutoff is far below the 930 eV that the study's wrapper takes by default for these files, so forces and energies are approximate.
This geometry differs little from another in the collection (a relaxation step or a small displacement).

Settings: functional PBE; potential files Ansatz PAW; basis plane waves; wave-function cutoff 580 eV; density cutoff ratio 5; exchange-correlation grid ratio 1; k mesh 1 x 1 x 1, Gamma-centred; self-consistency stop 5e-08 eV per atom in the density residual; occupations fixed; spin none; net charge 0.

Cell vectors (angstrom)
a, 10.938, 0, 0
b, 0, 10.938, 0
c, 0, 0, 31.3387

Atoms and the computed forces on them: element, x, y, z (angstrom), force x, y, z (eV/angstrom)
Si, 10.3427, 0.5146, 23.9907, 0.0005, 0.0015, -0.0025
Si, 5.7164, 10.6287, 23.9276, -0.0004, 0.002, 0.0032
Si, 2.193, 3.0446, 23.9147, -0.0003, 0.0005, 0.0023
Si, 8.6439, 2.2244, 24.0063, 0.0011, 0.0009, -0.001
Si, 0.3339, 4.8868, 23.8787, -0.0014, 0.0003, 0.0052
Si, 4.8805, 5.9248, 24.0393, 0.0002, 0.0006, 0.0005
Si, 3.1967, 7.6499, 23.8774, -0.0016, 0.0005, 0.002
Si, 7.5041, 8.7904, 23.8347, 0.0007, -0.0005, 0.0012
Si, 1.1814, 1.4153, 25.2704, 0.0063, -0.0024, -0.0091
Si, 6.8365, 1.3104, 25.2236, -0.0045, 0.0011, -0.0071
Si, 3.9289, 4.1051, 25.1914, 0.0007, -0.0016, -0.006
Si, 9.5925, 3.9872, 25.263, -0.0002, 0.0046, -0.0107
Si, 1.3354, 6.7325, 25.0501, -0.0021, -0.0003, -0.0057
Si, 6.7087, 6.9341, 25.1401, 0.002, 0.0001, -0.0053
Si, 4.052, 9.4942, 25.1503, -0.0002, 0.0016, -0.0059
Si, 9.3629, 9.6276, 25.1167, 0.004, -0.0047, -0.006
Si, 2.6577, -0.0214, 26.4514, 0.0029, 0.0019, 0.0045
Si, 8.1292, -0.0283, 26.6711, -0.0085, -0.0065, 0.0191
Si, -0.063, 2.7247, 26.7575, -0.0011, 0.0021, 0.0228
Si, 5.4092, 2.7364, 26.4654, 0.0014, -0.0008, 0.0036
Si, 2.6281, 5.4659, 26.6169, -0.0003, 0.0017, 0.013
Si, 8.1544, 5.4913, 26.4194, 0.0009, 0.0005, 0.0071
Si, -0.0824, 8.1855, 26.3509, 0.0013, 0.0008, 0.0087
Si, 5.3943, 8.2086, 26.6348, -0.0062, -0.0063, 0.0147
Si, 4.0596, 1.3449, 27.8517, -0.0021, -0.0012, -0.0077
Si, 9.5083, 1.3279, 28.0255, 0.0024, 0.0019, 0
Si, 1.33, 4.1077, 28.0243, -0.0084, -0.0007, -0.004
Si, 6.7917, 4.1219, 27.8383, -0.0026, 0.004, -0.0068
Si, 4.0398, 6.819, 27.9569, 0.0008, 0.004, -0.0114
Si, 9.5373, 6.8376, 27.8236, 0.0002, 0.0031, -0.0113
Si, 1.2965, 9.5358, 27.8177, -0.0071, -0.004, -0.0083
Si, 6.7782, 9.5417, 27.9973, 0.0051, 0.0084, -0.0077
Si, 0.0049, -0.0302, 29.2912, -0.0061, 0.0013, 0.0015
Si, 5.4346, 0.0206, 29.2929, 0.0028, -0.0059, 0.0024
Si, 2.7451, 2.7207, 29.2927, -0.0019, 0.0024, 0.0027
Si, 8.155, 2.769, 29.2875, 0.0048, -0.0061, 0.0021
Si, -0.0459, 5.5112, 29.2933, 0.0066, -0.0062, 0.0024
Si, 5.4578, 5.4692, 29.2791, -0.0025, 0.0003, 0.0032
Si, 2.69, 8.2251, 29.2722, 0.0018, -0.0061, 0.0027
Si, 8.21, 8.1856, 29.282, -0.0039, 0.0007, 0.0035
Si, 1.3673, 1.3673, 30.6549, 0.0483, -0.1463, -0.0945
Si, 6.8362, 1.3673, 30.6549, -0.2495, 0.1846, 0.0661
Si, 4.1018, 4.1018, 30.6549, 0.1585, -0.0599, -0.0461
Si, 9.5708, 4.1018, 30.6549, -0.2156, 0.1634, 0.0277
Si, 1.3673, 6.8362, 30.6549, -0.1925, 0.1816, 0.07
Si, 6.8362, 6.8362, 30.6549, 0.0521, -0.0953, -0.1183
Si, 4.1018, 9.5708, 30.6549, -0.2642, 0.0995, -0.0085
Si, 9.5708, 9.5708, 30.6549, 0.0414, -0.1726, -0.0214
Si, 2.7345, 0, 0.6835, 0.0007, 0.1367, 0.0799
Si, 8.2035, 0, 0.6835, 0.3001, -0.1128, -0.0154
Si, 0, 2.7345, 0.6835, 0.2226, -0.1689, -0.086
Si, 5.469, 2.7345, 0.6835, -0.0876, 0.088, 0.0352
Si, 2.7345, 5.469, 0.6835, 0.182, -0.1792, 0.02
Si, 8.2035, 5.469, 0.6835, -0.1604, 0.0882, 0.0592
Si, 0, 8.2035, 0.6835, -0.0662, 0.1814, 0.0508
Si, 5.469, 8.2035, 0.6835, 0.2495, -0.1952, -0.0361
Si, 4.095, 1.3934, 2.06, 0.005, 0.0014, -0.0042
Si, 9.6248, 1.3395, 2.0554, -0.0019, 0.0075, -0.002
Si, 1.4144, 4.0559, 2.056, -0.0084, 0.0048, -0.0005
Si, 6.8359, 4.102, 2.049, -0.0004, -0.0025, -0.0031
Si, 4.1454, 6.8052, 2.053, -0.0061, 0.0084, -0.003
Si, 9.5656, 6.8539, 2.0417, 0.0027, -0.0007, -0.0006
Si, 1.3691, 9.5884, 2.0502, 0.0064, -0.0047, 0.0014
Si, 6.873, 9.5492, 2.0487, -0.0022, 0.0022, 0.0002
Si, 0.0973, 0.0438, 3.5095, 0.011, 0.0062, 0.0059
Si, 5.5324, 0.0423, 3.3392, -0.0308, -0.023, 0.0319
Si, 2.7735, 2.7302, 3.5426, 0.0033, -0.0007, 0.0137
Si, 8.2659, 2.7523, 3.3432, 0.0002, -0.0067, 0.0121
Si, 0.04, 5.4742, 3.3156, 0.0169, 0.0105, 0.0153
Si, 5.4835, 5.4297, 3.4933, -0.0055, -0.0074, 0.0082
Si, 2.7952, 8.2328, 3.3401, -0.0007, -0.0027, -0.0012
Si, 8.2541, 8.2224, 3.4859, 0.0038, 0.0028, 0.0046
Si, 1.4674, 1.3748, 5.0231, -0.0021, 0.0027, -0.0089
Si, 6.9308, 1.3783, 4.6849, 0.0106, 0.0104, -0.0189
Si, 4.1323, 4.0819, 4.9734, -0.0031, -0.0005, -0.0093
Si, 9.6503, 4.1134, 4.6757, 0, 0.0017, -0.0177
Si, 1.4587, 6.8016, 4.6283, -0.0046, -0.0155, -0.0226
Si, 6.8692, 6.8138, 4.8274, -0.0016, 0.0021, 0.0009
Si, 4.1544, 9.6378, 4.6717, 0.0339, 0.0173, -0.0328
Si, 9.6899, 9.5981, 4.8602, -0.0099, -0.0044, -0.0014
Si, 2.953, -0.0827, 6.3169, -0.0054, -0.0005, 0.0116
Si, 8.3081, 0.0977, 6.1355, 0.0026, -0.001, 0.009
Si, 0.023, 2.8793, 6.2248, 0.0082, 0.0028, 0.0103
Si, 5.6079, 2.6225, 6.2048, -0.0042, -0.0027, 0.0102
Si, 2.677, 5.5441, 6.2263, 0.0006, 0.005, 0.0087
Si, 8.3183, 5.4376, 6.1039, -0.0033, -0.0027, 0.0093
Si, 0.2349, 8.1735, 6.0479, -0.0032, 0.0004, 0.0152
Si, 5.4398, 8.2417, 6.0408, -0.0009, 0.008, 0.0068
Si, 4.9686, 0.7014, 7.5152, -0.0022, 0.0086, -0.0046
Si, 9.1437, 1.967, 7.405, -0.0019, 0.0015, -0.0012
Si, 0.8543, 4.7096, 7.5479, 0.0012, -0.0042, -0.0052
Si, 7.3954, 3.652, 7.3639, -0.0002, 0.0013, -0.0019
Si, 3.624, 7.4148, 7.3279, 0.0005, -0.0042, 0.0182
Si, 10.0578, 6.5256, 7.2981, -0.0045, 0.0002, 0.0014
As, 1.8563, 9.1169, 7.621, 0.0059, -0.0114, -0.0094
Si, 6.6291, 9.8468, 7.2419, 0.0041, -0.0084, -0.0059
H, 4.0266, 7.0865, 8.7349, -0.0049, 0.0042, -0.0189
O, 7.0292, 4.0223, 8.9527, -0.0013, -0.0003, -0.0005
O, 9.5991, 1.8107, 9.0063, 0.0001, -0.002, 0
O, 5.075, 1.0693, 9.1454, -0.0017, -0.0022, 0.0003
O, 7.3043, 9.1333, 8.599, -0.0034, 0.0015, -0.0023
O, 9.4342, 7.3501, 8.617, 0.0021, 0.0006, -0.0019
O, 1.2654, 4.246, 9.1037, 0.0011, 0.0019, 0.0004
H, 8.2801, 2.6377, 22.6115, 0.0003, 0, 0.0004
H, 10.7643, 0.1938, 22.5868, -0.0002, -0.0003, 0.0002
O, 10.3278, 5.3593, 22.567, -0.0009, 0, -0.0008
O, 2.7741, 2.1413, 22.6097, 0.0009, -0.001, -0.0014
O, 2.9748, 7.8595, 22.2308, 0.0004, -0.0001, -0.0012
O, 5.2183, 5.5318, 22.4639, 0.0001, -0.0008, -0.0014
O, 4.9761, 0.4455, 22.6139, 0.0001, 0.0007, -0.0004
O, 7.9326, 8.248, 22.3277, 0.0007, 0.0002, -0.0009
Si, 4.5223, 8.2055, 14.4851, -0.0005, -0.0011, 0.0012
Si, 4.1472, 1.6379, 21.8519, 0.0003, -0.0008, 0.0005
Si, 3.9513, 1.4302, 15.3215, -0.0004, 0.0002, -0.0004
Si, 5.8769, 1.2217, 10.556, 0.0036, 0.0002, 0.0018
Si, 8.0472, 7.8728, 9.3148, 0.001, -0.0034, -0.0012
Si, 7.2961, 1.5294, 14.6676, 0, -0.0006, -0.0003
Si, 5.8203, 7.8301, 19.0674, 0.0006, 0, 0.0007
Si, 8.5669, 10.5815, 18.8764, 0.0001, -0.0004, 0.0003
Si, 5.0139, 4.512, 21.2274, -0.0002, 0.0006, 0.001
Si, 10.5707, 2.8509, 12.6657, 0.0004, 0.0002, -0.0004
Si, 1.1291, 5.0215, 16.9622, -0.0006, 0.0003, -0.0002
Si, 3.2303, 8.2909, 20.6826, -0.0004, 0.0001, 0.0008
Si, 4.6067, 9.8806, 17.1184, -0.0007, -0.0003, 0.0004
Si, 9.3267, 4.5004, 18.4609, 0.0001, 0.0005, 0.0007
Si, 8.413, 8.2242, 20.7822, -0.0006, -0.0004, 0.0014
Si, 6.4902, 4.984, 18.6797, 0.0001, 0.0009, 0.0008
Si, 1.0065, 2.2676, 15.5127, -0.0006, 0.0007, -0.0005
Si, 2.8457, 0.0591, 19.5278, -0.0008, 0.0001, 0.0006
Si, 4.6194, 3.9951, 11.5371, -0.0003, 0.0018, -0.0009
Si, 0.3943, 9.3393, 15.87, 0.0004, -0.0003, 0.0005
Si, 9.1513, 1.0789, 10.388, -0.0008, 0.0007, -0.001
Si, 9.2354, 10.4859, 14.2143, -0.0001, -0.0005, -0.0005
Si, 6.8069, 5.1747, 10.0835, 0.0002, 0.0009, -0.0001
Si, 7.447, 2.2464, 17.8116, 0.0001, 0, 0.0001
Si, 8.7818, 5.232, 12.5614, -0.0004, -0.0002, -0.0015
Si, 0.4026, 0.5589, 17.907, 0.0001, 0.0003, 0.0007
Si, 2.3759, 5.6239, 19.7244, -0.0007, 0.0004, -0.0002
Si, 5.0702, 10.8891, 13.1519, 0.0004, 0.0002, 0.001
Si, 10.4139, 5.7417, 20.9866, -0.0004, 0.0003, 0.0002
Si, 1.6155, 4.4755, 10.6808, 0.0001, 0.0005, -0.0003
Si, 9.6756, 9.2529, 11.3284, -0.0013, 0.0006, 0.0001
Si, 6.9951, 6.4702, 14.8979, 0.0008, 0, -0.0003
Si, 1.8631, 7.1323, 14.7229, -0.0007, -0.0005, 0.0003
Si, 8.611, 8.5725, 16.358, 0.0009, 0.0003, -0.0003
Si, 0.4058, 6.8641, 11.9507, -0.0004, -0.0014, 0.0012
Si, 5.5327, 3.8543, 14.4833, -0.0005, 0.0006, -0.0008
O, 9.8245, 1.7554, 11.7107, 0.0007, 0.0007, 0.0006
O, 3.0912, 3.8992, 11.0283, 0.0012, -0.0007, -0.0002
O, 4.2469, 8.7664, 15.993, 0.0003, 0.0008, 0.0002
O, 0.148, 8.4157, 11.475, 0.0013, 0.0002, -0.0004
O, 9.9921, 0.397, 18.7694, -0.0002, 0.0002, 0
O, 0.879, 6.7239, 13.5032, 0.0003, 0.0007, 0.0002
O, 0.6459, 3.6356, 11.6697, -0.0006, -0.0005, 0.0005
O, 8.6107, 9.7943, 20.3162, -0.0007, 0.0004, -0.0008
O, 9.7033, 4.6035, 20.0477, -0.0004, 0.0001, 0
O, 3.5225, 10.2746, 18.2428, 0, 0, -0.0006
O, 3.4105, 7.036, 14.2203, 0.0004, 0.0007, 0
O, 8.4416, 8.3191, 10.8259, 0.0011, 0.0001, -0.0005
O, 3.5994, 4.8154, 20.4463, -0.0003, -0.0001, 0.0001
O, 4.7756, 0.3729, 16.2938, -0.0002, 0.0002, 0.0003
O, 9.7395, 7.229, 20.6954, 0.0002, 0, -0.0005
O, 7.5073, 1.0858, 10.4544, -0.0009, -0.0003, -0.0002
O, 4.8262, 8.2815, 20.3006, 0.0001, -0.0002, -0.0001
O, 3.9879, 1.0345, 13.7254, -0.0005, 0, -0.0005
O, 5.0933, 2.9605, 21.7212, -0.0007, 0.0007, 0.0002
O, 4.4613, 9.4069, 13.3983, -0.0002, 0.0002, -0.0007
O, 2.1195, 4.9458, 18.262, -0.001, -0.0003, 0
O, 7.9986, 5.4153, 18.2394, -0.0006, 0, -0.0003
O, 5.2837, 5.1944, 10.6548, -0.0004, -0.0005, -0.0008
O, 6.8103, 2.9378, 14.0103, -0.0001, -0.0002, -0.0001
O, 0.0883, 1.6475, 16.7215, -0.0002, 0.0001, -0.0003
O, 1.6517, 8.6983, 15.1048, -0.0004, 0.0003, 0.0005
O, 7.2977, 1.6964, 16.2849, -0.0003, 0, -0.0003
O, 5.9823, 7.5544, 14.263, -0.0003, 0.0002, -0.0004
O, 9.4673, 3.9144, 13.2274, 0.0001, 0.0004, -0.0001
O, 5.3378, 0.0497, 11.5595, -0.0011, 0.0011, -0.0002
O, 1.482, 6.0903, 10.9934, -0.0001, 0.0007, 0.0001
O, 2.6416, 7.2279, 19.5834, -0.0006, -0.0004, 0
O, 6.4119, 0.3022, 14.0279, -0.0006, 0.0001, -0.0003
O, 7.7643, 4.8354, 11.3594, 0.0004, -0.0004, 0.0008
O, 9.7994, 10.5086, 10.2967, 0.0014, 0.0002, 0.0001
O, 4.7218, 4.3193, 13.1429, 0, -0.0001, 0.0006
O, 1.0608, 5.5892, 20.6689, 0.0001, 0, -0.0004
O, 6.1247, 5.1374, 15.3266, -0.0003, -0.0002, -0.0002
O, 1.3315, 3.8027, 15.9186, -0.0001, 0, 0.0004
O, 5.5485, 6.3326, 18.3553, -0.0005, -0.0003, -0.0003
O, 2.3819, 1.4101, 15.6885, 0.0002, -0.0001, 0.0002
O, 7.4311, 0.8534, 18.7333, -0.0005, 0.0005, -0.0002
O, 7.0108, 6.6263, 9.3881, 0.0015, 0.0014, 0.001
O, 6.3082, 4.7617, 20.2811, -0.0003, -0.0006, -0.0006
O, 8.2293, 9.611, 15.1587, 0.0001, 0.0001, -0.0003
O, 5.454, 2.6355, 11.2339, 0, -0.0007, -0.0006
O, 7.271, 7.6488, 19.7784, -0.0016, -0.0001, 0.0001
O, 10.5241, 5.0566, 17.5062, 0.0001, -0.0002, 0.0002
O, 8.8032, 1.1199, 14.2215, -0.0002, 0.0001, 0.0004
O, 6.2953, 3.4262, 18.0709, -0.0005, -0.0004, -0.0003
O, 4.582, 2.9426, 15.4647, -0.0004, -0.0001, 0.0002
O, -0.2026, 10.4439, 14.8312, -0.0002, 0, 0.0002
O, 1.5779, 0.9353, 18.9784, -0.0006, -0.0002, 0.0002
O, 8.0826, 6.0669, 13.7644, -0.0005, 0.0006, 0.0002
O, 3.7923, 1.0983, 20.3479, -0.0008, -0.0004, -0.0003
O, 8.4377, 9.4004, 17.7463, -0.0002, 0.0004, -0.0005
O, 8.8977, 2.9728, 18.0753, -0.0005, -0.0002, 0.0002
O, 2.4851, 9.7428, 20.5219, -0.0002, 0.0006, -0.0006
O, 1.5338, 6.3177, 16.0809, -0.0001, -0.0003, 0.0002
O, 9.9107, 6.1287, 11.8342, 0.0005, 0.0002, 0.0001
O, 7.7338, 7.2084, 16.1676, -0.0003, 0.0001, 0.0001
O, 5.7772, 9.0711, 17.9709, -0.0008, 0.0008, -0.0004
O, 0.8316, 10.0647, 17.2457, -0.0004, 0.0001, 0.0002
O, 10.2001, 8.1942, 16.1944, -0.0003, 0, -0.0002
O, 0.4354, 2.2481, 13.9738, 0.0004, -0.0003, 0.0005
O, 9.2012, 9.8333, 12.7549, 0.0004, 0.0005, 0.0008

Results
free energy: -132542.260 eV
free energy less fixed offsets of As -4856.12, H -15.97, O -568.88, Si -635.61 eV per atom: -0.680 eV

The program warned: the cutoff lies below the one the program advises for these potential files; the exchange-correlation potential is rough where the density is thin.
